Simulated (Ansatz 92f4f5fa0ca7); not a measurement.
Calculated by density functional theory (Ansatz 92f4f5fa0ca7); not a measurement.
Periodic cell of 171 atoms, Si99O72, from a study of silicon, its oxide and their interface. The atomic structure is a simulated model.

Settings
functional: PBE
potential files: Ansatz PAW
basis: plane waves
wave-function cutoff: 700 eV
density cutoff ratio: 5
exchange-correlation grid ratio: 2
k mesh: 2 x 2 x 1, shifted by 0.5 0.5 0.5 of a step
self-consistency stop: 5e-08 eV per atom in the density residual
occupations: Fermi-Dirac, 0.05 eV
spin: none
net charge: 0

Cell vectors (angstrom)
a	11.5983	0	0
b	0	11.5983	0
c	2.5071	3.258	23.4542

Atoms: element, x, y, z (angstrom)
Si	-0.6184	2.9686	0.6983
Si	-0.5982	5.9861	0.1675
Si	-0.7083	11.563	0.1111
Si	3.2117	2.7822	0.5258
Si	3.1975	5.8477	0.2147
Si	3.1819	11.3285	-0.1675
Si	7.1023	2.8749	0.5694
Si	7.0103	5.9311	0.0441
Si	7.249	11.4402	0.1343
Si	1.344	2.844	1.9154
Si	1.3004	6.5249	1.4984
Si	1.2911	10.7638	1.2409
Si	5.149	2.7943	1.8256
Si	5.1493	6.4975	1.4374
Si	5.1597	10.7305	1.1701
Si	9.0006	2.9088	1.9058
Si	8.9849	6.603	1.3485
Si	9.066	10.892	1.5513
Si	1.3199	4.8185	3.1058
Si	1.2968	8.6984	2.6216
Si	1.2995	12.4075	2.995
Si	5.1636	4.7817	3.0225
Si	5.1679	8.6979	2.576
Si	5.163	12.3716	2.9415
Si	8.9943	4.9049	3.0319
Si	9.026	8.7114	2.6468
Si	9.0336	12.5558	3.1465
Si	-0.6598	4.7892	4.3702
Si	-0.6345	8.6598	4.073
Si	-0.6047	12.5049	4.4145
Si	3.2721	4.8059	4.3988
Si	3.2568	8.7388	4.064
Si	3.2494	12.4213	4.3368
Si	7.0691	4.8387	4.3783
Si	7.0751	8.7349	4.0669
Si	7.0508	12.4477	4.381
Si	-0.6379	2.8646	5.728
Si	-0.6496	6.7719	5.5756
Si	-0.6408	10.4991	5.6222
Si	3.2601	2.8084	5.6344
Si	3.3003	6.8516	5.5333
Si	3.2519	10.5294	5.7365
Si	7.0464	2.8428	5.6179
Si	7.0658	6.8704	5.5546
Si	7.0903	10.5127	5.7311
Si	1.3536	2.7832	7.017
Si	1.3419	6.7215	6.8533
Si	1.2306	10.5609	7.047
Si	5.167	2.8505	7.0035
Si	5.1928	6.9179	7.0122
Si	5.1873	10.6797	7.1962
Si	8.9407	2.8244	6.9962
Si	8.9841	6.7636	6.9559
Si	9.0891	10.4861	7.0677
Si	1.3879	4.7653	8.2252
Si	1.2433	8.556	8.2508
Si	1.2708	12.5122	8.4742
Si	5.1981	4.8465	8.1731
Si	5.214	8.7817	8.6069
Si	5.1413	12.7156	8.5898
Si	8.8826	4.7761	8.3117
Si	9.0694	8.5423	8.4923
Si	9.0155	12.4904	8.3322
Si	-0.635	4.8588	9.3411
Si	-0.539	7.9699	9.703
Si	-0.7015	13.2826	9.6349
Si	3.3732	5.0694	9.6264
Si	3.0983	8.2789	9.6413
Si	3.1392	12.4816	9.9258
Si	6.8929	5.069	9.7918
Si	7.1965	8.2465	9.9016
Si	7.1746	12.4987	9.857
Si	1.1281	10.7506	21.1117
Si	0.6036	6.5266	14.2413
Si	6.3179	8.3986	18.504
Si	4.3413	9.8757	16.8789
Si	1.6766	5.6125	16.6373
Si	10.5035	6.5876	16.6149
Si	11.7006	1.9294	21.5255
Si	1.1196	8.7759	12.0155
Si	5.333	9.4537	14.0085
Si	9.904	10.2521	20.5779
Si	4.1122	6.9341	17.2255
Si	3.1079	10.7338	12.3902
Si	15.0391	11.3557	19.2695
Si	5.7443	6.3041	14.6506
Si	7.4071	10.3837	12.0092
Si	5.731	10.1718	20.7193
Si	9.8208	2.3651	14.6603
Si	1.099	3.6327	14.532
Si	5.0395	4.3872	12.1494
Si	7.5924	14.1442	18.2481
Si	9.1035	11.9694	16.8506
Si	3.2654	13.7028	12.6859
Si	8.121	4.6918	16.1006
Si	9.0823	8.9977	17.812
Si	10.1037	13.0582	19.2876
Si	5.6009	13.1049	20.3394
Si	9.2265	12.7252	11.9043
O	5.7478	9.6906	17.6752
O	-0.5765	1.6009	-0.2425
O	6.3827	11.6546	20.421
O	-0.4001	6.701	-1.3241
O	10.2645	2.3446	22.1975
O	-1.0901	11.0918	-1.4464
O	3.193	4.2393	-0.321
O	1.7872	6.6725	15.3737
O	3.1706	6.7769	-1.1339
O	6.5129	8.8947	20.0516
O	9.1911	5.6656	16.8407
O	3.19	1.4033	-0.4632
O	7.1466	1.4668	-0.35
O	12.0374	11.9794	21.937
O	4.7337	10.2124	15.3366
O	-0.6271	14.9229	10.0989
O	15.0981	11.0652	17.6419
O	6.3378	14.079	19.2686
O	8.979	14.2472	19.1339
O	2.8441	13.6538	11.091
O	-0.5714	6.3365	10.2087
O	-0.9614	12.5233	11.0867
O	0.6599	4.9779	13.6842
O	3.2568	11.0354	10.7674
O	4.7009	6.1971	15.8967
O	6.6073	10.2846	13.4285
O	2.454	8.352	11.1739
O	10.293	8.0704	17.2562
O	3.7241	4.7674	11.2352
O	8.7666	11.2191	12.3528
O	7.0001	6.6469	10.2673
O	6.3764	4.2937	11.1952
O	5.2294	5.4924	13.3425
O	0.818	7.6266	13.1085
O	2.8727	5.9654	17.6971
O	6.6506	11.1864	10.7749
O	8.0061	13.412	11.0121
O	11.7986	5.8533	17.3156
O	1.9067	11.3041	19.7868
O	8.9092	3.6062	15.1795
O	-0.1978	2.7081	14.868
O	7.3509	3.8392	17.2749
O	-0.8304	6.7605	15.0011
O	3.4289	12.1441	13.1635
O	5.822	7.911	14.2871
O	3.4328	6.6902	9.5419
O	8.9234	10.3471	16.8782
O	4.6783	2.9296	12.8344
O	9.2849	9.3898	19.3634
O	10.3682	12.4059	17.809
O	3.0446	10.562	-1.6452
O	15.8328	10.158	20.0532
O	-0.205	8.8997	11.0623
O	9.6175	11.8329	20.2609
O	4.1072	12.7892	19.7128
O	4.1605	9.5836	12.8825
O	6.7438	6.6806	-1.4194
O	7.7413	8.0588	17.7952
O	1.766	4.1053	15.9695
O	3.5327	8.448	16.9237
O	-0.1123	9.8303	20.5934
O	1.5708	10.2067	12.7047
O	7.6032	8.8856	11.3899
O	7.0871	4.2818	-0.3509
O	-0.619	4.3504	-0.247
O	2.1331	14.3753	13.6308
O	9.4628	12.5316	15.3703
O	9.4963	2.1704	13.0973
O	7.1411	5.6165	15.1716
O	7.7442	12.7439	17.3778
O	11.4794	13.6804	19.9031
O	5.2987	7.1153	18.3542

Results
free energy: -103892.513 eV
free energy less fixed offsets of O -569.03, Si -635.61 eV per atom: 3.037 eV
pressure: -0.54 GPa
stress xx, yy, zz, yz, xz, xy (GPa, positive in tension): -0.47, 1.57, 0.52, -0.05, -0.05, 0.03

Forces (eV/angstrom), in the order of the atoms: element, x, y, z
Si	0.0282	0.0185	-0.5483
Si	0.0718	-0.2626	-0.4005
Si	-0.1319	0.1806	-0.4501
Si	0.0202	-0.0553	-0.5526
Si	0.0581	-0.0665	-0.1376
Si	0.0251	0.1703	-0.2397
Si	-0.0287	-0.1021	-0.5425
Si	-0.0596	-0.187	-0.3451
Si	0.0587	0.215	-0.3661
Si	-0.0107	0.0742	-0.2354
Si	0.0196	-0.0688	-0.1129
Si	-0.1322	0.096	-0.0683
Si	0.0549	0.1058	-0.2499
Si	-0.045	-0.0018	-0.1574
Si	0.1142	0.1406	-0.1408
Si	-0.0117	-0.0666	-0.2192
Si	-0.0127	-0.0515	-0.2149
Si	0.0874	-0.0109	-0.1881
Si	0.0124	0.1026	0.3313
Si	0.0685	0.0056	-0.0888
Si	-0.0142	-0.1607	0.2918
Si	-0.0207	0.0267	0.2827
Si	-0.0477	-0.0273	-0.14
Si	-0.0194	-0.243	0.1959
Si	0.0077	0.1356	0.2372
Si	-0.0119	0.0303	-0.097
Si	0.0249	-0.0584	0.3318
Si	-0.0122	0.1219	-0.1429
Si	0.0131	-0.0391	0.0287
Si	-0.0776	-0.0925	-0.1039
Si	0.0607	0.2038	-0.0959
Si	-0.0257	-0.0598	0.0305
Si	0.0264	-0.0195	-0.0535
Si	-0.0573	0.1285	-0.1128
Si	0.0084	-0.0555	0.0393
Si	0.0739	-0.0731	-0.0478
Si	0.0006	-0.1523	0.1473
Si	0.0097	-0.0186	0.139
Si	-0.0253	0.0715	-0.0685
Si	-0.1371	-0.1158	0.0438
Si	-0.0098	-0.055	0.2587
Si	0.0196	0.1229	0.0028
Si	0.136	-0.0854	0.0721
Si	-0.0003	-0.0524	0.2263
Si	-0.0271	0.1859	-0.0247
Si	0.1118	-0.0221	-0.16
Si	0.2343	-0.0186	-0.3152
Si	0.0595	-0.062	0.0213
Si	0.0059	0.0624	0.0315
Si	-0.1118	0.2772	-0.1052
Si	0.047	-0.1458	0.0357
Si	-0.1592	-0.0893	-0.1664
Si	-0.0932	-0.0703	-0.1709
Si	-0.0101	-0.1777	0.0562
Si	0.3114	0.1945	0.3872
Si	-0.0237	-0.0306	0.2581
Si	-0.2444	0.1968	0.0013
Si	-0.0446	-0.1039	0.2863
Si	-0.057	-0.0568	0.2842
Si	0.0655	-0.1603	0.053
Si	-0.2641	0.2302	0.3308
Si	0.1101	-0.0082	0.1408
Si	0.074	0.1905	0.0157
Si	0.0057	-0.0955	0.4117
Si	0.0298	-0.0879	0.267
Si	0.0982	0.0909	0.35
Si	0.0053	0.125	-0.0405
Si	-0.2725	-0.0362	0.0043
Si	-0.0368	0.0371	0.2337
Si	0.0267	0.1241	-0.0873
Si	0.0117	-0.0812	-0.1054
Si	0.1373	-0.2126	0.3015
Si	-0.1551	0.0905	-0.3382
Si	-0.0133	-0.0806	0.0705
Si	-0.0707	0.0179	-0.1563
Si	-0.0668	0.0769	0.0178
Si	0.0054	-0.0666	0.0573
Si	-0.054	0.0182	0.0034
Si	0.025	-0.0967	-0.2353
Si	0.1396	0.0667	0.1319
Si	-0.0942	-0.03	0.2894
Si	0.1608	0.1141	-0.2967
Si	-0.0316	0.0413	0.0009
Si	-0.1183	-0.0211	0.2785
Si	0.0399	-0.0054	-0.1641
Si	0.054	0.1139	0.3057
Si	-0.0012	0.0819	0.1949
Si	-0.0772	-0.0263	-0.3549
Si	0.1236	-0.0041	0.2671
Si	-0.15	0.0133	0.0883
Si	-0.0988	0.0988	0.1763
Si	0.1413	-0.0377	-0.1543
Si	0.0703	0.0317	-0.0577
Si	-0.0661	-0.0159	0.3484
Si	0.0624	-0.0595	0.0726
Si	0.0078	0.0384	-0.1847
Si	0.0006	0.0685	-0.2454
Si	-0.0424	-0.066	-0.3124
Si	0.0527	0.0841	0.1087
O	0.0748	-0.1139	0.078
O	-0.0249	-0.3861	0.4321
O	0.0263	-0.0216	0.103
O	-0.0631	-0.0506	0.3639
O	-0.0901	0.0756	0.2416
O	0.0707	-0.0069	0.3344
O	0.0181	0.3198	0.437
O	-0.1047	-0.062	-0.0493
O	-0.0211	-0.1075	0.1001
O	-0.0054	0.0813	0.1395
O	0.0357	-0.014	0.0145
O	-0.0074	-0.2724	0.4576
O	0.0018	-0.33	0.5032
O	-0.0189	0.0201	0.1053
O	0.0584	-0.0764	-0.1172
O	-0.024	-0.217	-0.4145
O	0.0675	-0.016	0.0923
O	-0.036	-0.0054	0.1122
O	0.027	-0.1147	0.0285
O	0.0845	-0.2468	-0.4293
O	-0.0433	0.045	-0.4321
O	-0.0799	0.0979	-0.1247
O	0.013	0.1105	-0.002
O	0.0597	0.2052	-0.2108
O	0.0419	-0.027	-0.0977
O	0.1738	0.1034	-0.2597
O	0.1897	0.0349	-0.3127
O	0.0037	0.0038	0.0179
O	-0.1366	-0.0475	-0.4155
O	0.0227	-0.0813	0.0124
O	0.0786	0.0275	-0.0475
O	0.2304	0.0607	-0.3219
O	-0.045	-0.2086	-0.3187
O	0.0097	0.165	-0.1954
O	-0.0176	0.0189	-0.0807
O	0.0045	0.2388	-0.1736
O	-0.2193	-0.1815	-0.3154
O	0.0394	-0.0031	-0.013
O	-0.1045	-0.0739	0.182
O	0.0134	-0.0655	-0.0605
O	-0.0655	0.0276	-0.0223
O	-0.0113	0.0026	0.0181
O	0.044	-0.0157	0.0043
O	0.0055	-0.0942	-0.0274
O	-0.0007	-0.0047	-0.0936
O	-0.0385	0.021	0.1819
O	-0.003	-0.0494	0.0662
O	0.0682	0.0729	-0.16
O	0.0026	0.0196	0.1893
O	-0.0699	0.036	0.1306
O	0.0145	0.2142	0.3919
O	0.0335	-0.0032	0.1446
O	-0.1698	-0.214	-0.1929
O	-0.0654	-0.0254	0.1464
O	0.0553	0.0031	0.1246
O	-0.0534	0.0374	-0.1698
O	0.0411	-0.1839	0.3889
O	-0.0677	0.0344	0.065
O	-0.0021	0.0758	0.0254
O	0.0824	-0.0811	0.0164
O	0.11	0.0345	0.1239
O	0.0257	-0.0629	-0.1253
O	-0.1349	-0.0094	-0.1314
O	0.0049	0.4017	0.4504
O	-0.0121	0.3038	0.5444
O	0.1374	0.0074	-0.1711
O	-0.0267	0.0726	-0.1015
O	-0.1064	-0.0964	-0.2345
O	-0.0656	0.0143	-0.0347
O	-0.0412	0.0381	0.0429
O	0.0523	0.0201	0.303
O	0.0119	0.0539	-0.0017

The program warned: the cutoff lies below the one the program advises for these potential files.
